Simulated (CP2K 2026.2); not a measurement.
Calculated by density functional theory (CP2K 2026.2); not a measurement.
Periodic cell of 504 atoms, Si360O144, from a study of silicon, its oxide and their interface. The atomic structure is a simulated model.
Doubt: the forces sum to 0.72 eV/angstrom along one axis rather than to zero, so they err by at least 0.0014 eV/angstrom per atom on average; the grid cutoff is modest.

Settings: functional PBE; method Gaussian and plane waves; basis set DZVP-MOLOPT-SR-GTH; pseudopotentials GTH-PBE; grid cutoff 300 Ry, relative cutoff 40 Ry; k points Gamma only; occupations fixed; spin none; net charge 0.

Cell vectors (angstrom)
a 16.32 0 0
b 0 16.32 0
c -0.2442 -5.9851 33.8479

Atoms and the computed forces on them: element, x, y, z (angstrom), force x, y, z (eV/angstrom)
Si -0.846 -1.921 -0.046 0 0.001 -0.037
Si 1.865 0.814 0.18 0.098 -0.18 0.637
Si -1.96 4.622 -0.039 -0.013 0.032 0.031
Si -6.041 7.487 26.12 0.009 -0.103 -0.066
Si -0.93 -7.333 0.467 -0.028 0.039 0.527
Si 0.81 -3.698 0.182 -0.045 0.022 -0.007
Si 3.578 -0.883 0.155 -0.128 0.136 0.65
Si 6.63 1.692 0.014 0.058 -0.217 0.679
Si 4.313 3.83 0.068 -0.121 0.118 0.771
Si 6.22 7.24 0.155 -0.064 0.217 0.654
Si 4.5 8.958 0.205 0.241 -0.087 0.523
Si -8.92 -4.592 0.066 -0.032 0.015 0.086
Si -6.237 -1.762 0.08 0.005 -0.004 -0.038
Si -4.57 1.916 0.053 -0.208 0.087 0.543
Si -6.312 3.644 0.026 0.016 -0.009 -0.025
Si -3.644 6.361 0.132 0.026 -0.003 -0.061
Si -7.273 -6.314 0.171 0.004 0.011 -0.024
Si -4.564 -3.547 0.076 -0.141 0.137 0.499
Si 0.035 -0.141 1.306 0.011 0.02 -0.058
Si 2.741 2.651 1.362 -0.006 0 -0.054
Si -0.147 5.457 1.318 0.018 -0.041 -0.076
Si 2.745 8.169 1.563 -0.007 0.036 -0.029
Si -0.062 -5.42 1.521 0.022 -0.004 -0.012
Si 2.634 -2.705 1.34 0.003 0.03 -0.05
Si 5.439 0.048 1.287 -0.015 0.009 -0.046
Si -8.088 2.759 1.345 -0.01 0.036 -0.037
Si 5.378 5.453 1.43 0.005 -0.01 -0.033
Si -8.254 8.196 1.322 -0.01 -0.082 -0.044
Si 5.536 10.808 1.295 0.009 -0.004 -0.069
Si -8.03 -2.765 1.285 -0.002 -0.004 -0.048
Si -5.393 0.059 1.316 -0.019 0.033 -0.039
Si -2.806 2.844 1.31 0.012 -0.01 -0.058
Si -5.365 5.345 1.379 -0.015 -0.004 0.01
Si -2.751 8.042 1.513 -0.043 0.03 -0.064
Si -5.493 -5.333 1.359 -0.006 -0.005 -0.025
Si -2.692 -2.709 1.266 0.043 0.001 -0.003
Si -1.368 1.36 2.542 -0.02 -0.007 -0.006
Si 1.301 4.06 2.611 0.003 0.009 -0.016
Si -1.379 6.737 2.886 0.037 0.025 -0.065
Si 1.427 9.627 2.845 -0.056 -0.03 -0.041
Si -1.496 -4.097 2.786 0.008 0.038 -0.053
Si 1.342 -1.394 2.813 0.025 0.006 -0.036
Si 4.14 1.377 2.767 -0.009 -0.034 0.001
Si 6.869 4.142 2.708 -0.056 -0.049 -0.009
Si 4.012 6.714 2.869 0.048 0.021 -0.021
Si 6.781 9.495 2.81 -0.005 0.001 -0.04
Si 4.105 12.225 2.585 -0.016 -0.037 -0.001
Si -9.495 -1.383 2.57 0.02 0.03 -0.018
Si -6.835 1.306 2.715 0.022 0.026 -0.01
Si -4.085 4.064 2.857 0.003 0.008 -0.048
Si -6.803 6.796 2.594 -0.022 0.027 -0.004
Si -4.142 -6.78 2.67 -0.02 -0.004 0.007
Si -6.774 -4.034 2.824 -0.018 0.023 -0.06
Si -3.97 -1.263 2.668 -0.011 -0.036 -0.018
Si -2.662 0.061 4.054 0.018 0.012 0.032
Si -0.025 2.688 3.985 0.033 -0.018 0.026
Si -2.738 5.403 4.218 0.016 -0.001 0.008
Si 0.022 8.181 4.11 0.017 0.008 0.067
Si -2.807 -5.471 4.116 0.012 -0.007 0.038
Si -0.055 -2.75 4.115 -0.001 0.018 -0.017
Si 2.74 0.001 4.092 0.032 0.034 0.023
Si 5.501 2.755 4.078 -0.004 0.003 0
Si 2.627 5.352 4.116 -0.036 0.015 0.011
Si 5.415 8.129 4.14 -0.015 -0.018 0.027
Si 2.799 10.963 4.129 0.019 0.009 0.029
Si 5.455 -2.725 3.965 -0.019 0.005 0.023
Si -8.193 -0.045 4.043 -0.011 -0.03 0.01
Si -5.472 2.664 4.105 -0.006 0.006 -0.005
Si -8.117 5.487 4.065 -0.007 -0.008 0.024
Si -5.485 8.159 4.019 0.004 -0.005 0.021
Si -8.158 -5.435 4.123 -0.005 -0.021 -0.011
Si -5.369 -2.639 4.062 0.007 -0.003 0
Si -1.361 -1.335 5.447 0.01 0.03 0.008
Si 1.351 1.37 5.405 -0.02 0 -0.001
Si -1.339 4.017 5.46 0.016 -0.021 0.004
Si 1.344 6.786 5.469 -0.004 0.015 -0.003
Si -1.381 9.52 5.448 0.011 -0.005 -0.013
Si 1.361 12.261 5.463 0.025 -0.004 0.018
Si 4.109 -1.381 5.401 0.017 -0.016 -0.008
Si 6.812 1.348 5.426 -0.003 -0.005 0.005
Si 4.076 4.053 5.441 -0.004 -0.003 0.002
Si -9.503 6.792 5.459 0.012 0.019 0.013
Si 4.09 9.532 5.475 -0.012 -0.001 0.008
Si -9.54 -4.06 5.415 -0.04 0.023 0.006
Si -6.79 -1.347 5.419 0.013 0.021 0.006
Si -4.068 1.349 5.443 -0.005 -0.024 0.012
Si -6.803 4.08 5.432 -0.01 0.017 0.012
Si -4.125 6.825 5.45 -0.025 0.039 -0.001
Si -6.804 -6.814 5.447 0.014 -0.038 -0.006
Si -4.103 -4.055 5.459 -0.002 -0.005 0.011
Si 0.011 0.012 6.796 0.004 -0.016 0.012
Si 2.716 2.701 6.797 0 0.005 -0.006
Si -0.008 5.418 6.813 -0.008 -0.006 0.009
Si 2.718 8.157 6.807 0.002 0.011 0.006
Si -0.003 10.877 6.8 0.008 -0.009 0.005
Si 2.734 -2.7 6.8 -0.016 0.004 0.004
Si 5.445 -0.011 6.781 0.001 0.005 0.002
Si -8.16 2.718 6.793 0.006 0 0.003
Si -10.885 5.431 6.797 -0.014 0.002 -0.005
Si -8.158 -8.163 6.82 -0.008 0.009 0.014
Si -10.869 -5.423 6.811 0.006 -0.011 0.004
Si -8.159 -2.713 6.772 0.013 -0.017 -0.006
Si -5.439 -0.001 6.798 -0.002 -0.004 0.009
Si -2.718 2.697 6.82 0.004 0.009 0.008
Si -5.457 5.442 6.807 -0.001 -0.017 -0.002
Si -2.742 8.166 6.807 0.008 -0.013 0.006
Si -5.453 -5.437 6.805 -0.022 0.025 0.003
Si -2.72 -2.706 6.804 0.005 0.003 -0.002
Si -1.354 1.368 13.605 -0.003 -0.008 0
Si 1.354 4.077 13.608 0.011 0.009 0.001
Si -1.362 6.801 13.605 0.003 -0.002 0
Si 1.353 9.495 13.605 -0.008 0 -0.001
Si -1.385 -4.097 13.558 -0.001 0.015 -0.014
Si 1.367 -1.346 13.562 -0.005 -0.011 -0.013
Si 4.087 1.371 13.572 0.003 0 -0.014
Si -9.499 4.092 13.586 -0.019 0.014 -0.012
Si 4.072 6.807 13.603 -0.002 -0.019 -0.007
Si -9.53 -6.795 13.611 0.015 -0.007 -0.007
Si 4.099 -4.084 13.609 -0.012 0.004 -0.006
Si 6.807 -1.372 13.604 -0.003 0.014 -0.004
Si -6.783 1.361 13.615 -0.006 0.001 -0.004
Si -4.08 4.079 13.607 0.013 0.002 -0.004
Si -6.8 6.798 13.606 -0.014 0.018 -0.009
Si -4.086 9.506 13.601 -0.001 -0.006 -0.008
Si -6.805 -4.078 13.6 0.019 -0.024 -0.005
Si -4.095 -1.353 13.607 0.01 0.004 -0.004
Si -2.738 0.025 14.955 0.001 -0.024 -0.007
Si 0.02 2.703 14.986 0.013 -0.025 0.013
Si -2.746 5.466 14.965 -0.02 0.015 -0.002
Si -0.007 8.14 14.99 0.009 0.01 0.002
Si -2.729 -5.446 14.945 0.005 0.005 -0.007
Si -0.015 -2.723 14.866 -0.007 0.009 -0.027
Si 2.693 0.048 14.923 0.008 0.013 0.003
Si 5.467 2.719 14.917 0.007 -0.002 -0.022
Si 2.707 5.449 14.959 0.004 0.019 -0.01
Si 5.439 8.155 14.974 -0.02 0.019 -0.007
Si 2.732 10.857 14.938 0.016 -0.015 -0.009
Si 5.468 -2.736 14.986 0.031 -0.038 0.016
Si -8.149 -0.013 14.955 0.015 -0.008 -0.005
Si -5.416 2.718 14.989 -0.021 0.006 -0.004
Si -8.152 5.441 14.972 0.027 -0.029 -0.01
Si -5.428 8.136 14.97 0.026 -0.007 0.003
Si -8.188 -5.408 14.967 -0.013 0.011 -0.001
Si -5.44 -2.735 14.969 -0.03 0.009 -0.002
Si -1.317 -1.332 16.229 0.006 0.004 -0.051
Si 1.374 1.353 16.402 0.01 -0.003 -0.001
Si -1.37 4.095 16.266 0.035 0.004 0.001
Si 1.394 6.818 16.368 -0.005 -0.024 0
Si -1.436 -6.848 16.315 -0.003 -0.027 -0.031
Si 1.287 -4.127 16.201 -0.001 0.008 0.027
Si 4.068 -1.313 16.216 -0.002 0.019 0.003
Si -9.457 1.412 16.282 -0.008 0.005 0.035
Si 4.061 4.033 16.251 -0.009 0.007 -0.041
Si -9.554 6.753 16.328 -0.013 0.027 0.051
Si 4.122 9.556 16.341 -0.014 0.007 -0.008
Si -9.502 -4.075 16.433 0.003 0.005 -0.011
Si -6.848 -1.421 16.327 -0.026 -0.029 -0.021
Si -4.096 1.336 16.377 0.013 0.017 0.068
Si -6.744 4.124 16.336 -0.005 0.018 -0.038
Si -4.102 6.779 16.399 -0.009 0.003 0.012
Si -6.801 9.537 16.249 0.012 0.007 -0.051
Si -4.026 -4.051 16.323 -0.004 -0.033 0.024
Si -0.036 -0.045 17.707 -0.008 -0.023 -0.005
Si 2.777 2.744 17.729 0.002 0.008 0.007
Si -0.019 5.421 17.647 0.003 0.048 -0.018
Si 2.797 8.206 17.713 -0.003 0.005 -0.031
Si -0.059 -5.484 17.595 -0.024 -0.004 -0.001
Si 2.64 -2.705 17.44 -0.002 0.022 0.036
Si 5.445 0.058 17.547 0.021 -0.029 0.025
Si -8.048 2.74 17.67 -0.023 -0.01 0.027
Si 5.382 5.321 17.647 0.019 -0.02 0.023
Si -8.157 8.176 17.578 0.027 0.044 0.049
Si 5.439 10.891 17.801 -0.038 -0.045 -0.019
Si -8.158 -2.704 17.842 0.012 -0.004 0.012
Si -5.489 -0.114 17.678 0.015 0.01 -0.005
Si -2.695 2.765 17.661 -0.037 0.028 0.038
Si -5.441 5.427 17.824 -0.021 -0.037 0.001
Si -2.788 -8.152 17.769 0.043 0.032 -0.003
Si -5.451 -5.421 17.599 -0.056 0.003 0.012
Si -2.596 -2.658 17.631 0.002 -0.01 0
Si -1.37 1.383 19.021 0.004 0.009 -0.012
Si 1.356 4.1 19.037 0.019 0.022 0.03
Si -1.352 6.783 19.03 0.035 0 0.074
Si 1.353 -6.729 18.988 0.042 -0.049 0.024
Si -1.31 -4.083 19.006 -0.02 -0.018 0.038
Si 1.333 -1.496 18.972 -0.003 0.003 0.031
Si 4.174 1.354 19.05 -0.026 -0.024 0.05
Si -9.501 4.018 19.015 -0.009 -0.023 0.004
Si 4.128 6.749 19.038 -0.041 0.024 0.039
Si -9.431 9.474 19.079 0.037 0.024 0.021
Si 3.946 -3.934 18.898 0.006 -0.009 -0.007
Si 6.691 -1.243 19.039 0.026 -0.022 0.037
Si -6.782 1.283 19.058 -0.008 0.019 0.033
Si -4.056 4.003 19.162 0.002 -0.022 0.03
Si -6.871 6.87 19.061 0.064 0.036 0.036
Si -4.223 -6.768 19.079 -0.044 -0.094 0.011
Si -6.661 -4.075 19.118 -0.009 0.046 0.044
Si -3.997 -1.375 19.007 -0.008 0.005 0.052
Si -3.112 0.404 20.29 -0.063 -0.006 0.022
Si 0.181 2.562 20.371 0.064 -0.026 0.082
Si -2.551 5.324 20.424 -0.085 0.032 0.07
Si 0.183 8.043 20.309 -0.175 0.073 -0.6
Si -3.117 -5.033 20.201 -0.182 0.292 -0.487
Si 0.455 -3.24 20.384 0.041 0.018 0.084
Si 3.013 -0.376 20.148 0.225 -0.224 -0.459
Si 5.986 2.227 20.358 0.221 -0.191 -0.501
Si 2.384 5.772 20.34 0.173 -0.079 -0.645
Si 6.033 7.562 20.198 0.048 -0.024 -0.011
Si 2.252 -4.917 20.187 -0.027 0.032 0
Si 4.756 -2.077 20.107 -0.067 0.077 -0.061
Si -8.611 0.431 20.355 -0.017 0.023 0.03
Si -4.933 2.101 20.338 0.025 -0.05 0.01
Si -8.564 5.777 20.277 -0.029 -0.05 0.012
Si -6.057 -7.638 20.376 -0.045 0.056 -0.584
Si -7.652 -5.847 20.314 0.08 -0.152 -0.583
Si -4.76 -3.18 20.319 -0.013 -0.037 0.008
Si -1.936 -0.243 22.256 -0.399 0.209 -0.422
Si 3.548 -8.05 -6.733 -0.113 -0.025 -0.076
Si -1.215 3.856 21.67 0.075 0.039 -0.579
Si -1.927 -7.01 22.284 0.016 0.01 -0.105
Si -0.949 -5.323 24.495 0.012 0.109 -0.178
Si -0.446 -2.811 22.585 0.253 -0.126 -0.513
Si 3.552 5.609 23.087 0.018 -0.026 -0.055
Si -10.421 1.497 25.704 -0.053 0.079 -0.037
Si 1.009 1.036 21.977 0.038 0.449 -0.466
Si -5.945 7.186 23.113 -0.048 0.052 -0.057
Si 1.945 -6.234 24.667 -0.015 -0.049 -0.003
Si -2.98 2.703 -4.62 0.045 -0.036 0.052
Si -7.675 -0.232 22.439 -0.32 0.186 -0.642
Si -3.026 2.139 23.742 0.078 -0.037 -0.035
Si -7.424 -8.156 -6.954 -0.07 0.142 0.03
Si -3.209 6.514 22.327 0.238 -0.296 -0.651
Si -8.137 1.834 -5.441 0.067 -0.105 -0.028
Si -5.354 -2.44 22.467 0.261 -0.18 -0.558
Si 3.962 4.49 -2.873 -0.01 -0.013 -0.014
Si -6.36 -3.976 24.611 0.1 -0.049 -0.013
Si -0.867 5.588 23.986 0.058 -0.081 -0.087
Si -9.56 5.857 -2.693 -0.064 0.115 0.104
Si 3.398 -5.416 22.134 -0.257 -0.023 -0.565
Si -2.096 -6.177 -5.227 0.08 0.101 0.01
Si -1.349 4.006 -2.261 -0.212 0.179 0.507
Si -0.399 6.426 -3.974 -0.053 0.007 0.197
Si 1.367 -4.758 -1.808 -0.3 0.151 0.586
Si -1.26 3.254 25.928 -0.099 0.007 -0.069
Si -8.464 -7.989 -4.091 -0.029 0.076 0.002
Si -10.26 2.855 -7.325 -0.028 -0.038 -0.04
Si -8.929 0.407 -2.719 -0.027 0.018 -0.005
Si -6.481 -6.776 -1.95 -0.182 0.181 0.571
Si -9.561 -5.252 -4.769 0.026 -0.053 0.092
Si -4.7 7.068 -1.84 0.361 -0.123 0.513
Si 5.24 -2.881 22.167 -0.207 0.253 -0.61
Si 1.134 1.36 25.062 0.037 -0.074 -0.126
Si 3.628 -0.916 -4.945 -0.095 -0.033 -0.124
Si 3.749 -5.477 -5.191 0.013 -0.028 -0.041
Si -8.764 -4.54 22.927 0.161 -0.146 -0.156
Si -7.211 -5.254 -6.787 0.149 -0.008 0.005
Si 2.726 1.95 -4.301 0.049 0.079 -0.002
Si -7.84 4.944 22.394 -0.017 0.082 -0.669
Si 0.427 1.416 -2.505 0.007 -0.113 0.103
Si -5.844 2.354 22.487 0.297 -0.006 -0.647
Si 3.957 -5.891 -2.308 -0.029 -0.101 0.023
Si -1.913 -3.24 26.39 0.065 0.1 0.053
Si -4.53 -4.555 -5.713 -0.137 0.033 0.061
Si 2.415 6.054 -4.984 0.075 0.009 0.045
Si 0.224 -7.705 -2.01 -0.073 -0.072 0.045
Si 0.862 7.373 0.433 -0.033 -0.094 0.571
Si 5.201 -8.137 22.233 0.281 -0.097 -0.537
Si 4.519 -5.966 26.269 -0.031 -0.002 0.052
Si -10.083 -1.138 24.348 0.052 0.046 -0.098
Si -5.214 -4.048 -2.831 0.107 -0.054 0.167
Si -6.421 -1.318 -2.232 0.26 -0.045 0.714
Si -5.798 3.872 -4.921 -0.036 0.122 0.092
Si 1.769 -3.151 -5.883 0.057 0.009 0.04
Si 1.535 7.037 24.825 0.023 0.062 -0.039
Si -3.915 0.492 -2.661 -0.013 0.128 0.023
Si -10.492 3.538 23.262 -0.004 -0.079 -0.231
Si -9.747 -4.168 -2.08 0.372 -0.07 0.481
Si -3.115 7.391 -4.515 -0.025 0.055 0.072
Si -7.339 -6.246 26.276 -0.089 0.15 0.007
Si -4.499 -1.805 25.175 -0.033 -0.035 -0.084
Si 0.679 -1.779 25.202 -0.103 -0.048 -0.013
Si -9.768 -6.87 24.412 0.08 0.008 0.083
Si -6.729 4.718 -2.059 0.151 -0.34 0.495
Si -1.349 -1.224 -2.297 0.323 -0.203 0.565
Si 3.141 3.595 -6.798 -0.067 -0.058 0.004
Si -0.512 -3.67 -4.042 -0.137 -0.074 0.006
Si 5.018 -1.501 -2.521 0.017 -0.023 0.041
Si -5.135 6.307 -6.65 0.027 -0.186 0.099
Si -1.356 1.347 8.173 -0.001 -0.012 -0.003
Si 1.371 4.075 8.163 0.018 0.01 -0.011
Si -1.381 6.788 8.155 -0.016 -0.018 0.004
Si 1.35 9.511 8.162 -0.016 -0.016 0.004
Si -1.355 -4.071 8.159 0.016 0.02 -0.005
Si 1.371 -1.345 8.161 0.014 0.024 0.011
Si 4.079 1.341 8.153 -0.02 -0.013 0.008
Si -9.528 4.068 8.159 -0.012 -0.019 -0.005
Si 4.087 6.803 8.16 0.013 0.015 0.002
Si -9.516 -6.79 8.167 0.005 0.017 0.009
Si 4.078 -4.075 8.162 -0.003 -0.013 -0.005
Si -9.508 -1.357 8.146 0.006 0.005 -0.009
Si -6.791 1.369 8.156 0.022 0.018 0.001
Si -4.079 4.083 8.156 0.009 0.015 0.001
Si -6.808 6.793 8.178 0.001 -0.006 -0.003
Si -4.085 -6.788 8.169 0.015 0.009 -0.004
Si -6.821 -4.079 8.153 -0.023 -0.016 0.005
Si -4.09 -1.364 8.165 -0.022 -0.015 0.003
Si -2.725 -0.007 9.523 0.013 0.002 0
Si 0.003 2.721 9.519 -0.007 0.003 0
Si -2.73 5.44 9.526 0.002 -0.003 0.002
Si -0.011 8.145 9.512 0.004 0.001 -0.002
Si -2.72 -5.43 9.522 -0.002 0.001 0.003
Si 0.009 -2.716 9.519 0.009 -0.006 0.003
Si 2.723 0.003 9.531 -0.001 -0.01 0.001
Si -10.883 2.708 9.518 -0.001 0.005 0.006
Si 2.727 5.441 9.517 -0.007 -0.006 0
Si -10.879 -8.154 9.521 0.004 -0.001 -0.001
Si 2.715 -5.442 9.514 0.005 0.006 0.004
Si -10.868 -2.72 9.51 -0.011 0.006 -0.003
Si -8.156 0.006 9.51 -0.002 -0.005 0
Si -5.432 2.723 9.521 -0.003 0.004 -0.005
Si -8.172 5.432 9.528 -0.002 0.013 0
Si -5.44 -8.162 9.526 -0.01 -0.002 0.011
Si -8.162 -5.437 9.528 -0.001 -0.005 0.001
Si -5.455 -2.725 9.515 0.01 -0.006 -0.006
Si -1.367 -1.366 10.877 -0.005 0.004 0
Si 1.361 1.37 10.883 0.007 0 0.003
Si -1.361 4.081 10.874 0.002 0.008 -0.005
Si 1.351 6.787 10.877 0.009 0.001 -0.002
Si -1.359 9.517 10.869 0.003 -0.012 -0.002
Si 1.368 -4.08 10.883 -0.002 -0.007 0.006
Si 4.093 -1.366 10.87 -0.001 0.001 -0.003
Si -9.516 1.353 10.883 0.001 0 0
Si -12.231 4.087 10.875 -0.01 0.006 -0.004
Si -9.519 -9.511 10.885 -0.017 0.005 0.004
Si -12.25 -6.801 10.878 0 0.002 -0.003
Si -9.519 -4.078 10.885 0.005 -0.018 0
Si -6.8 -1.351 10.874 -0.005 -0.003 -0.007
Si -4.07 1.366 10.885 -0.001 -0.003 0.002
Si -6.8 4.074 10.879 0.006 -0.002 -0.005
Si -4.083 6.799 10.892 0.012 -0.007 -0.001
Si -6.804 -6.803 10.881 0 0.01 -0.001
Si -4.099 -4.084 10.878 -0.011 0.015 0.005
Si -0.011 0.005 12.226 -0.008 -0.003 0.001
Si 2.724 2.739 12.233 0.008 0.014 0.005
Si -0.009 5.43 12.245 -0.022 -0.016 -0.005
Si 2.709 8.15 12.232 -0.014 -0.016 -0.005
Si 0.006 10.867 12.232 0.005 0.007 -0.005
Si 2.743 -2.721 12.237 0.027 0.02 -0.004
Si 5.444 -0.014 12.239 -0.029 -0.023 -0.003
Si -8.149 2.711 12.243 -0.008 -0.001 0
Si -10.876 5.451 12.243 0.014 0.017 -0.003
Si -8.159 -8.152 12.252 0.012 0.003 -0.002
Si -10.884 -5.446 12.236 -0.014 -0.004 0.003
Si -8.153 -2.714 12.235 0.007 0.015 0.007
Si -5.438 0.008 12.237 0.007 0.007 -0.006
Si -2.71 2.73 12.245 0.014 0.012 -0.009
Si -5.447 5.433 12.245 -0.016 -0.004 0.008
Si -2.714 8.164 12.239 0.019 0.019 0.007
Si -5.451 -5.452 12.246 -0.014 -0.023 -0.001
Si -2.745 -2.717 12.231 -0.007 -0.024 -0.003
O -9.528 -3.384 22.108 0.549 0.415 -0.465
O 2.313 0.141 21.567 0.183 -0.084 0.368
O -6.003 -7.962 21.998 0.054 0.242 0.294
O 1.325 6.957 20.81 -0.098 -0.056 0.12
O 3.66 4.477 -1.281 -0.622 0.381 -0.1
O 4.337 -6.752 22.115 0.157 0.077 -0.231
O -4.622 2.367 23.571 -0.069 -0.032 0.719
O -10.718 2.711 21.885 -0.242 -0.003 0.081
O 4.241 7.029 22.81 -0.019 0.093 0.232
O -6.729 -1.559 22.273 -0.076 -0.286 -0.122
O 4.716 3.675 -7.051 0.04 0.605 0.038
O -7.914 -5.442 21.893 0.091 0.051 0.341
O -7.178 6.328 26.078 -0.391 0.08 -0.563
O 1.075 7.48 -1.208 0.693 -0.441 -0.461
O -8.769 -0.56 23.596 -0.198 0.313 0.318
O -4.042 1.588 -1.475 0.045 0.363 -0.175
O -3.016 8.123 22.163 -0.333 0.268 -0.007
O 1.565 1.17 -1.393 0.118 -0.168 -0.459
O -10.821 0.047 25.143 -0.408 -0.166 0.074
O -4.745 6.191 22.691 -0.15 -0.572 -0.134
O -7.895 -0.825 -2.66 -0.097 -0.175 0.058
O -2.433 3.646 -3.421 -0.248 0.325 0.088
O -9.865 -5.451 23.656 -0.558 0.157 0.304
O 0.807 -0.185 25.384 -0.044 -0.016 0.306
O -2.749 -7.356 -4.323 -0.307 0.079 0.453
O -0.58 -2.365 26.054 0.145 0.346 0.171
O -6.085 6.212 -1.943 -0.2 0.316 -0.086
O -4.333 -4.054 -4.184 0.539 0.132 -0.011
O -5.671 7.818 24.579 0.065 0.408 -0.042
O 3.01 -5.737 25.766 -0.489 0.374 0.226
O -1.8 -1.868 22.472 -0.425 -0.524 -0.051
O -8.966 1.403 26.374 0.022 -0.355 0.106
O 3.883 -1.188 -1.427 -0.032 -0.141 -0.157
O -10.882 -5.311 -2.186 0.256 -0.493 0.296
O -8.539 1.351 -3.959 -0.078 0.097 0.154
O -1.774 -4.719 25.742 -0.337 -0.485 0.386
O -5.976 5.28 -5.703 -0.257 0.077 -0.113
O -6.296 -1.515 -6.964 0.173 0.317 0.659
O 5.388 -4.625 26.108 0.206 -0.086 -0.055
O 2.441 5.852 24.219 0.02 -0.323 0.464
O -0.141 7.928 -3.408 -0.202 0.477 -0.153
O -1.136 -7.319 -1.19 -0.578 0.141 -0.401
O -6 4.005 -3.32 0.32 -0.212 0.143
O -6.127 7.333 -7.387 0.143 0.019 -0.576
O -1.356 -2.432 -3.404 -0.176 0.017 -0.161
O -10.829 2.792 -0.432 0.025 0.069 -0.467
O 5.1 7.94 -7.012 0.335 0.095 0.287
O -0.816 -4.212 23.317 0.148 -0.243 -0.166
O -6.821 2.749 -5.433 0.036 0.036 -0.399
O -9.878 6.749 -1.388 -0.013 0.356 -0.308
O -10.354 2.522 24.479 0.195 0.037 0.011
O -4.56 -3.383 -6.829 0.464 0.148 -0.222
O 0.226 -3.209 -5.4 -0.34 0.126 -0.336
O -5.516 -3.902 23.22 0.218 -0.839 -0.181
O -6.794 1.077 22.882 0.028 -0.017 0.22
O -9.697 -2.327 25.381 0.363 0.124 0.156
O -6.204 -2.773 -2.916 -0.681 0.056 -0.377
O 3.88 -7.152 -1.311 -0.074 -0.353 -0.283
O 0.676 -3.934 -2.995 -0.036 0.51 -0.162
O -7.857 0.564 -6.414 -0.02 0.011 0.328
O -7.448 -8.081 -5.339 0.34 -0.102 0.186
O 5.257 -4.876 -5.246 0.081 0.476 -0.377
O -0.388 0.03 -2.756 0.154 -0.006 -0.153
O -5.829 -2.714 25.486 -0.103 0.328 0.37
O 2.481 1.852 25.796 0.237 0.11 -0.347
O -3.164 -2.546 25.658 -0.176 0.019 0.12
O -0.529 2.622 -2.003 -0.055 -0.196 0.653
O -7.601 3.676 26.271 -0.158 0.051 -0.613
O 2.986 -4.67 -1.868 0.443 0.727 -0.002
O -6.087 -5.402 -2.719 0.087 -0.033 -0.384
O 4.721 -0.503 -6.06 0.481 0.023 0.2
O -10.418 -0.187 -2.846 -0.183 0.242 -0.01
O -4.26 -3.916 -1.517 0.658 0.129 -0.023
O -0.547 -7.524 21.576 0.352 0.138 0.19
O -4.101 7.166 -5.761 -0.158 0.382 -0.048
O 4.3 -1.939 -3.894 -0.139 -0.577 -0.012
O -0.887 4.699 25.321 -0.039 0.157 0.128
O 2.992 5.593 -3.548 -0.04 0.414 0.197
O 2.916 5.058 21.704 0.143 -0.792 0.206
O -8.31 4.874 -2.387 -0.291 -0.496 0.188
O -8.876 1.237 -1.33 0.425 -0.035 0.213
O 2.781 2.331 -5.864 -0.258 -0.491 -0.214
O -1.356 -5.037 -4.324 0.305 -0.121 0.249
O -6.258 -5.315 25.497 0.489 -0.256 -0.29
O -7.885 -3.875 24.103 -0.251 0.129 -0.034
O -6.74 3.726 22.472 -0.038 0.103 -0.032
O -9.554 -6.834 -4.395 -0.704 -0.216 -0.24
O -10.814 4.928 -3.119 0.145 -0.378 -0.255
O 5.155 -1.723 23.296 -0.386 0.346 0.231
O -0.366 0.169 22.052 0.116 -0.189 -0.005
O 1.178 1.964 -3.827 -0.173 0.108 -0.566
O -4.603 -0.439 26.009 0.112 0.286 0.097
O -3.274 -5.479 -6.078 -0.009 0.028 -0.584
O -0.304 4.737 22.719 0.576 0.085 -0.014
O -5.353 -0.235 -2.839 0.016 0.24 -0.141
O -1.921 2.598 -5.854 0.225 -0.239 0.298
O -2.601 2.669 25.212 -0.55 0.079 0.264
O -4.472 -1.57 23.553 0.389 0.464 -0.068
O 3.647 3.014 -3.485 0.347 -0.247 0.171
O 0.474 -5.778 25.109 -0.159 -0.277 0.448
O 2.361 -1.667 -5.605 -0.255 0.332 -0.197
O -7.607 -7.574 -2.791 -0.032 -0.191 -0.091
O -5.138 -7.686 -1.808 0.262 0.437 0.343
O -9.35 2.731 -6.006 -0.229 0.235 0.281
O 4.271 -4.115 22.553 0.02 0.242 0.525
O -9.01 -4.348 -3.525 0.329 0.243 -0.243
O -2.363 6.054 23.63 -0.163 0.177 0.353
O -2.545 0.586 23.536 0.071 -0.392 0.301
O -10.36 -2.678 -1.967 0.306 0.272 0.292
O 4.582 4.494 23.594 -0.25 0.053 0.444
O 2.691 -4.265 -5.168 -0.265 0.123 0.264
O 3.424 -6.465 -6.427 -0.339 0.145 -0.281
O 2.085 -7.823 24.459 0.375 -0.213 -0.453
O -2.542 -5.683 21.597 0.145 0.199 0.368
O -1.143 -6.891 -6.322 0.491 -0.015 0.36
O -0.478 5.267 -2.832 0.334 0.173 0.236
O 5.27 -7.076 25.371 -0.271 -0.558 0.174
O -4.297 3.387 -5.239 -0.076 -0.008 -0.758
O -0.077 2.222 25.648 -0.08 0.008 0.319
O -2.263 2.984 22.584 0.059 0.015 -0.437
O -5.931 -5.365 -5.79 -0.056 -0.334 0.302
O -9.865 -8.006 23.274 0.429 -0.387 0.054
O 0.808 6.095 -4.967 -0.144 -0.129 -0.465
O 3.222 0.425 -4.14 -0.203 0.095 0.438
O 1.054 -6.331 -2.112 0.19 -0.091 -0.086
O -2.869 -0.662 -2.237 -0.321 -0.5 0.02
O -1.787 6.506 -4.789 0.049 -0.526 -0.554
O -9.165 4.446 23.169 0.016 0.09 0.182
O 3.021 7.475 -5.429 0.175 0.417 0.156
O -3.389 1.253 -3.994 -0.106 -0.337 -0.321
O -8.392 -6.9 25.236 0.095 -0.35 -0.249
O 0.044 6.886 24.232 -0.325 0.343 0.001
O 2.037 -2.504 25.697 0.226 -0.382 -0.371
O -9.192 6.907 -3.871 -0.354 -0.044 -0.385
O 1.528 6.863 26.407 0.051 -0.583 0.171
O 2.791 4.977 -6.093 -0.314 0.205 -0.373
O -3.79 6.829 -3.157 0.214 -0.465 -0.24
O 1.3 1.611 23.468 0.154 0.44 0.087
O -1.654 -6.617 23.827 -0.061 -0.386 0.431
O 2.245 -5.546 23.252 -0.278 0.134 -0.214
O -8.57 -4.962 -5.995 -0.198 0.367 -0.348
O 3.611 -6.33 -3.817 -0.187 -0.462 -0.023
O -7.268 6.265 23.139 -0.115 0.042 0.294
O 0.568 -2.076 23.617 0.326 0.014 -0.386

Results
total energy: -101658.889 eV
total energy less fixed offsets of O -438.25, Si -107.07 eV per atom: -5.689 eV
